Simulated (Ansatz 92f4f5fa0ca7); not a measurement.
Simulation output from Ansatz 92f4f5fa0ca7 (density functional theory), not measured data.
Periodic cell of 226 atoms, Si132O92P2, from a study of silicon, its oxide and their interface. The atomic structure is a simulated model.
Doubt: the cutoff is far below the 930 eV that the study's wrapper takes by default for these files, so forces and energies are approximate.
This geometry differs little from another in the collection (a relaxation step or a small displacement).

Settings
functional: PBE
potential files: Ansatz PAW
basis: plane waves
wave-function cutoff: 580 eV
density cutoff ratio: 5
exchange-correlation grid ratio: 1
k mesh: 1 x 1 x 1, Gamma-centred
self-consistency stop: 5e-08 eV per atom in the density residual
occupations: fixed
spin: none
net charge: 0

Cell vectors (angstrom)
a 10.938 0 0
b 0 10.938 0
c 0 0 31.9494

Atoms and the computed forces on them: element, x, y, z (angstrom), force x, y, z (eV/angstrom)
P 10.6503 -0.1065 24.0471 0.1002 0.1187 -0.0132
Si 5.0021 0.1086 24.666 -0.0018 0.0471 -0.0803
Si 2.7435 2.3085 24.6507 0.0178 0.1144 -0.0034
Si 8.5477 2.3157 24.5144 0.0382 0.008 -0.178
Si 10.6656 5.557 24.3293 0.0049 -0.0274 -0.0747
Si 5.1322 5.6504 24.4337 0.0082 -0.0004 0.0577
Si 2.8857 7.9294 24.4083 0.0013 -0.0351 0.0188
Si 8.4117 7.8542 24.4043 -0.013 -0.0076 0.0608
P 1.3427 1.2544 26.0733 -0.0808 0.0234 0.1235
Si 6.777 1.3067 25.7229 -0.0237 -0.0638 0.0342
Si 3.9755 4.038 25.744 -0.0113 0.001 0.024
Si 9.696 3.9258 25.8043 0.0003 0.0159 0.0095
Si 1.2955 6.7501 25.6944 0.0073 0.0249 0.0255
Si 6.8013 6.7454 25.752 -0.0359 -0.0178 -0.0119
Si 3.9185 9.4699 25.9499 0.0088 -0.0267 -0.0093
Si 9.5397 9.5098 25.6863 -0.0255 -0.0232 -0.018
Si 2.6725 -0.0369 27.3557 0.0451 0.0264 -0.0198
Si 8.1805 -0.0616 27.0883 -0.0029 0.0546 0.0373
Si 0.1264 2.7245 27.3015 0.0641 -0.0423 -0.0585
Si 5.4687 2.7387 27.1068 -0.0388 0.0357 0.0181
Si 2.6683 5.436 27.1419 0.0319 -0.0047 -0.0117
Si 8.2107 5.3435 27.0953 -0.0061 0.043 0.0238
Si 0.0002 8.2023 27.0839 0.0329 -0.0344 0.0125
Si 5.4881 8.1738 27.17 0.0217 -0.0155 -0.0108
Si 4.1462 1.3548 28.541 -0.0056 0.0413 -0.0008
Si 9.5534 1.3409 28.4959 -0.0165 -0.0657 -0.0129
Si 1.4012 4.1306 28.6307 0.0347 -0.0082 0.0156
Si 6.8276 4.076 28.5199 -0.0077 -0.0113 0.0068
Si 4.0935 6.806 28.4996 -0.0134 -0.0231 -0.024
Si 9.5598 6.8018 28.4456 -0.0061 0.0151 -0.0211
Si 1.296 9.515 28.5978 -0.0372 -0.0392 0.0584
Si 6.8517 9.5497 28.528 0.0129 0.0013 0.0184
Si -0.036 -0.0002 29.9155 0.0107 0.001 -0.0164
Si 5.496 -0.0133 29.9052 0.0021 -0.0288 -0.0039
Si 2.7684 2.7167 29.9171 -0.0042 0.0155 -0.016
Si 8.2012 2.7203 29.8839 -0.0062 0.0153 -0.0028
Si -0.02 5.4967 29.9056 -0.0208 -0.0193 -0.0135
Si 5.4649 5.4586 29.8874 0.0061 -0.0023 -0.008
Si 2.743 8.1776 29.8989 -0.0088 0.0211 -0.007
Si 8.2227 8.174 29.8719 0.0007 0.0164 -0.0086
Si 1.3673 1.3673 31.2657 0.0614 0.0051 -0.0628
Si 6.8362 1.3673 31.2657 0.1791 0.0166 0.0775
Si 4.1018 4.1018 31.2657 0.1301 -0.0554 0.1186
Si 9.5708 4.1018 31.2657 -0.1132 -0.0653 -0.1103
Si 1.3673 6.8362 31.2657 0.0315 0.0485 0.1196
Si 6.8362 6.8362 31.2657 0.064 -0.0141 -0.1673
Si 4.1018 9.5708 31.2657 0.0149 -0.0535 -0.0749
Si 9.5708 9.5708 31.2657 -0.2285 -0.2191 0.0609
Si 2.7345 0 0.6835 -0.0102 0.0453 0.0094
Si 8.2035 0 0.6835 -0.0281 0.0605 -0.0973
Si 0 2.7345 0.6835 0.0618 0.1001 0.019
Si 5.469 2.7345 0.6835 -0.0135 0.1112 0.0768
Si 2.7345 5.469 0.6835 -0.0508 -0.0117 -0.0698
Si 8.2035 5.469 0.6835 -0.0171 0.0861 -0.0277
Si 0 8.2035 0.6835 0.0583 0.1112 0.1177
Si 5.469 8.2035 0.6835 0.0269 0.1217 0.0559
Si 4.0962 1.3787 2.0604 0.0037 -0.003 -0.0034
Si 9.5959 1.3473 2.0427 -0.0181 0.0148 0.0049
Si 1.3501 4.1366 2.0542 0.0171 -0.0067 -0.0037
Si 6.8251 4.1334 2.0426 0.0225 -0.0082 0.0118
Si 4.0894 6.8476 2.0426 -0.0004 -0.0094 0.0058
Si 9.5737 6.8391 2.0607 -0.0091 0.002 -0.002
Si 1.3557 9.6023 2.054 0.0238 0.0041 0.0072
Si 6.8254 9.6121 2.0458 0.024 -0.0044 -0.0023
Si 0.0333 0.0384 3.4728 0.0007 0.0002 0.0163
Si 5.4816 0.0392 3.4467 -0.0041 -0.0025 0.0158
Si 2.7171 2.7703 3.3993 -0.023 0.0052 -0.0065
Si 8.2521 2.7779 3.3396 0.0216 0.0077 -0.0434
Si 0.0253 5.517 3.4688 0.0118 0.0058 0.0234
Si 5.4739 5.5237 3.4236 -0.0127 0.0157 0.0028
Si 2.7345 8.2413 3.3932 -0.0086 0.0019 -0.013
Si 8.2404 8.2832 3.3815 0.0103 0.0345 -0.015
Si 1.379 1.4581 4.8455 -0.0059 -0.0037 -0.0104
Si 6.91 1.4734 4.7213 -0.0132 -0.0151 0.0142
Si 4.0601 4.1516 4.7496 0.0084 0.0101 0.0047
Si 9.5991 4.0789 4.7737 -0.0007 0.0034 0.0014
Si 1.3669 6.973 4.8358 -0.0121 -0.0053 -0.0041
Si 6.8403 6.9886 4.7245 -0.0097 -0.0176 0.0102
Si 4.0929 9.5728 4.7831 0.0057 0.0108 0.0012
Si 9.6211 9.5783 4.8338 0.0005 -0.0033 -0.0106
Si 2.7581 0.0336 6.1323 0.0063 0.0022 0.0062
Si 8.2937 0.1179 6.0841 -0.0006 -0.0067 0.0058
Si 0.0148 2.7997 6.301 0.0037 0.0009 0.0041
Si 5.5128 2.8355 6.0593 -0.0042 -0.0029 0.008
Si 2.7525 5.5887 6.1264 0.0018 -0.0017 0.0043
Si 8.2541 5.5955 5.9492 -0.0022 -0.0016 0.0064
Si 0.0471 8.3055 6.3626 -0.0001 0.0009 0.0034
Si 5.4982 8.3011 6.2138 -0.0003 -0.0009 0.007
Si 4.4252 1.1799 7.3174 -0.0059 -0.0014 -0.014
Si 9.8094 1.1479 7.6128 -0.0007 -0.0033 -0.0071
Si 1.1776 4.5048 7.4959 -0.0026 -0.0061 -0.0144
Si 6.64 4.5394 7.2357 0.0015 0.0005 -0.009
Si 4.3227 6.7005 7.5256 -0.0034 -0.0005 -0.0172
Si 9.7297 6.6121 7.4911 -0.0033 0.0014 -0.0128
Si 1.2788 9.9399 7.694 -0.0031 -0.0054 -0.0168
Si 6.7196 9.9637 7.4041 -0.0012 0.001 -0.0154
O 9.4235 1.0464 23.8159 0.0387 -0.1317 0.02
O 4.0648 6.8379 23.9229 -0.0156 -0.0056 -0.0116
O 3.8815 1.2259 24.1238 -0.0149 -0.0423 0.0478
O 9.5002 6.6806 23.8995 -0.0042 0.001 -0.0099
O -0.0231 5.5494 8.0084 -0.0018 -0.0039 0.0059
O 5.5726 0.1265 7.9038 0 -0.0006 0.0064
O 0.0717 0.0897 8.1383 -0.0043 0.0014 0.0044
O 5.533 5.6095 7.8682 0.0008 -0.0036 0.0058
O 7.5941 3.9519 8.4249 0.001 -0.005 0.0041
O 8.7251 7.0438 8.7497 -0.0034 0.0024 0.0078
O 2.1768 9.4507 9.0305 0.0042 -0.0045 0.0099
O 8.8873 1.6693 8.913 -0.0019 0.0007 0.0039
O 7.6145 9.469 8.7028 0.0005 -0.0046 0.0063
O 3.6063 1.8221 8.5843 -0.002 0.0014 0.0049
O 3.5771 7.2137 8.9287 -0.0007 -0.0011 0.0036
O 2.0674 4.013 8.8055 0.0022 -0.0016 0.007
O 8.1252 3.4342 23.3567 -0.0419 0.0436 0.0309
O 0.4087 4.9222 22.9316 -0.0182 0.0241 0.0357
O 1.745 2.7126 23.4083 -0.007 0.0117 -0.0398
O 5.8284 4.9063 23.1292 0.0038 0.0032 -0.0177
O 5.4286 10.0476 23.4321 0.0166 -0.0164 -0.0029
O 2.1826 8.6444 23.0826 -0.0057 0.0046 -0.0044
O -0.3294 9.6868 22.7766 -0.0509 -0.0669 -0.0443
O 7.6815 8.5549 23.0919 -0.013 0.0034 -0.0257
Si 8.6321 7.6453 18.3965 -0.0027 -0.003 -0.0005
Si 8.7849 6.343 13.6296 -0.0009 -0.0017 -0.0001
Si 3.7912 1.5073 14.7121 -0.0023 -0.0036 0.0002
Si 2.1309 5.6626 17.6257 -0.0028 -0.0067 -0.0016
Si 2.3935 3.0747 19.5474 -0.0018 -0.0029 0.0098
Si 9.8114 9.0174 12.0802 -0.0011 -0.0022 0.0001
Si 1.0956 9.2408 22.0141 0.0201 -0.0009 -0.0117
Si 9.1747 0.9578 13.1976 -0.0013 -0.002 0.0005
Si 1.4158 5.0314 13.0136 -0.0019 -0.002 0.0002
Si 1.7914 8.2279 12.8042 -0.0008 -0.0019 0.0005
Si 6.5919 9.5589 22.4117 -0.0269 0.0317 -0.0038
Si 4.5313 4.5585 15.6958 0.0002 -0.0031 0.0015
Si 8.2048 3.0102 9.5758 0.0006 -0.0004 -0.003
Si 0.8175 8.163 19.1827 -0.0047 -0.0002 -0.0013
Si 6.9224 1.3393 21.0888 -0.0042 0.0077 0.0067
Si 8.2214 8.305 9.6674 0.0028 -0.0028 -0.0035
Si 10.8676 5.1433 15.5884 -0.0026 -0.005 0.0036
Si 7.5534 9.4664 16.2943 0.0004 -0.0005 0.0015
Si 9.8914 2.0445 20.288 -0.0062 0.0084 0.0115
Si 3.2111 8.4971 9.9049 -0.006 0.0022 -0.0044
Si 6.6706 3.3097 17.4158 -0.0014 -0.0065 0.0004
Si 1.0749 0.1435 19.8172 -0.0023 -0.0014 0.012
Si 3.2324 2.7968 12.2884 -0.0013 -0.0037 -0.0005
Si 7.194 5.36 19.6851 0.0011 -0.0124 0.0059
Si 5.7456 8.6514 11.5362 -0.0001 -0.0007 0.0003
Si 5.7839 6.0594 13.2024 -0.0002 -0.0026 0.0012
Si 4.6267 9.6719 17.6038 -0.001 0.0005 0.0045
Si 0.9764 3.5443 22.228 0.0039 -0.0349 0.0166
Si 4.8724 1.4431 18.7983 0.0058 -0.0055 0.0077
Si 3.1952 3.081 9.51 -0.0029 -0.0029 -0.0049
Si 6.4534 10.8025 13.7712 0.0008 -0.0017 0.0003
Si 10.3405 0.0864 15.9706 -0.0016 -0.0013 0.0009
Si 5.66 3.6462 11.1523 -0.0014 -0.0024 -0.0003
Si 9.8427 3.8879 11.8938 -0.0026 -0.0019 -0.0004
Si 2.3378 9.8984 15.5287 -0.0009 -0.0006 0.0008
Si 6.0698 8.0963 19.7819 -0.0073 -0.0021 0.0027
Si 6.9166 3.948 22.3823 0.0167 -0.019 0.0245
Si 9.7313 2.7339 17.3693 -0.0028 -0.0001 0.0059
O 7.1954 6.3604 13.974 -0.0022 -0.0025 -0.001
O 1.893 7.0119 18.6123 -0.0032 0.0007 0.0059
O 10.2419 3.9674 16.479 -0.0007 0.0009 -0.0064
O 6.1551 9.9431 17.0291 -0.0027 -0.0031 -0.0013
O 10.1395 0.7048 14.4791 -0.0012 -0.0027 -0.0016
O 8.4149 6.0689 18.8341 -0.0042 -0.0019 0
O 5.1668 0.6563 14.4114 -0.0012 -0.0015 0
O 5.6742 2.0304 17.5149 -0.0022 -0.0013 -0.001
O 8.3056 1.9617 20.5454 0.002 -0.005 0.0007
O 1.9741 4.2492 18.4701 -0.0017 -0.0012 -0.0016
O 6.9627 2.7934 10.6361 -0.0027 -0.001 0.001
O 4.8684 2.6916 12.2118 -0.0013 -0.0013 -0.0006
O 6.0347 4.3528 16.3323 -0.0034 -0.0003 -0.0024
O 4.5621 3.9152 9.9371 0.0004 0.0002 -0.0001
O 10.6646 2.7227 21.5608 -0.0148 -0.0101 -0.0055
O 9.7214 6.1335 14.9647 -0.0011 -0.0022 0.0004
O 5.9951 6.4614 19.8534 -0.0012 0.0058 0.0004
O 4.0668 0.1248 18.2785 -0.0009 -0.0057 -0.0031
O 9.2673 10.5428 12.2808 -0.0008 -0.0025 0
O 2.8514 4.3376 12.7062 -0.0008 -0.0027 -0.0008
O 1.7017 10.5859 21.2644 -0.0194 -0.0051 -0.0133
O 3.9681 2.6671 19.4015 -0.0033 -0.0032 -0.0004
O 0.7249 10.017 15.9475 -0.0023 -0.0025 -0.0002
O 1.2239 9.7504 18.8349 -0.0028 -0.0018 0.0053
O 1.6909 1.5909 19.3407 -0.0054 -0.0083 0.0021
O 8.9356 10.3389 16.4821 -0.0015 -0.0033 -0.0023
O 4.8757 8.5349 18.7536 0.0018 -0.0028 0.0043
O 9.5632 8.744 10.4886 -0.0015 -0.0016 -0.0001
O 6.7029 4.0559 18.8609 -0.0028 0.0012 -0.0013
O 2.837 1.6895 13.3863 -0.0007 -0.0018 -0.0021
O 5.7997 8.7761 21.2272 0.0084 -0.0024 0.0112
O 2.5392 2.4397 10.8635 -0.001 -0.0011 0.0017
O 7.6009 4.8176 21.1728 -0.0045 0.0002 0.0011
O 5.2107 7.4674 12.5574 -0.0007 -0.0012 -0.001
O 0.4314 9.0444 12.4893 -0.0011 -0.0023 -0.0005
O 7.58 1.0461 13.5685 -0.0016 -0.0026 -0.0007
O 7.1042 9.6121 14.7216 -0.0012 -0.0013 -0.0003
O 8.9809 5.0216 12.6862 -0.0009 -0.0018 -0.0002
O 8.0479 7.9906 16.8766 -0.0024 -0.0013 -0.0002
O 6.1756 2.5564 21.9073 0.0029 0.0011 -0.01
O 2.4564 9.0449 14.0938 -0.0006 -0.0023 -0.0008
O 0.4258 4.4797 11.8385 -0.0006 -0.002 -0.0005
O 0.7851 8.1161 20.8407 -0.0114 0.0095 0.013
O 9.3846 3.8196 10.3397 -0.0004 -0.0014 -0.0001
O 9.6588 2.3763 12.5276 -0.0008 -0.0017 -0.0008
O 7.618 8.5204 19.3666 -0.0007 -0.0036 0.0014
O 2.5466 8.1395 11.3551 -0.0021 -0.0021 0.0025
O 3.9825 3.0245 15.3471 -0.0016 -0.0004 -0.0015
O 0.8094 4.4444 14.4085 -0.0012 -0.0023 -0.0004
O 10.0416 2.9938 18.9551 0.0006 -0.0035 -0.0049
O 9.1417 7.7927 12.9501 -0.0011 -0.0014 -0.0004
O 10.4231 0.514 20.0222 0.0092 -0.0077 -0.0036
O 6.0282 5.0292 11.937 0 -0.0015 -0.0012
O 8.1264 2.6846 17.0474 -0.0016 -0.0028 -0.0013
O 3.5262 5.394 16.7348 -0.0012 -0.0026 -0.0016
O 4.6602 9.1153 10.3832 0.0007 -0.0014 0.0009
O 1.5287 6.6511 13.1808 -0.001 -0.0019 -0.0007
O 4.7592 5.4749 14.3475 -0.002 -0.0026 0.0001
O 2.0614 3.741 21.0117 0.0045 -0.0012 -0.0079
O 10.5311 1.363 16.974 -0.0006 -0.0053 -0.0024
O 0.938 5.966 16.5535 -0.0023 -0.0042 -0.0018
O 7.3151 10.9378 21.9217 -0.006 -0.0309 0.0036
O 5.9166 0.886 19.9091 -0.0025 -0.0002 -0.0064
O 6.0778 10.0165 12.382 -0.0013 -0.0032 -0.0011
O 2.8432 0.52 15.5867 -0.0012 -0.0014 -0.0019
O 7.0451 7.9896 10.7662 -0.0036 -0.0012 -0.0003
O 10.2287 7.9452 18.5856 0.0032 -0.0017 0.0013
O 3.4372 9.169 16.5582 -0.0021 -0.0032 0.0014

Results
free energy: -137746.916 eV
free energy less fixed offsets of O -568.88, P -755.39, Si -635.61 eV per atom: 1.344 eV

The program warned: the cutoff lies below the one the program advises for these potential files; the exchange-correlation potential is rough where the density is thin.
